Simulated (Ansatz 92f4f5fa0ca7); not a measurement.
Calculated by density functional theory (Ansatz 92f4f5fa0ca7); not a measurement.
Periodic cell of 208 atoms, Si128O80, from a study of silicon, its oxide and their interface. The atomic structure is a simulated model.
This geometry differs little from another in the collection (a relaxation step or a small displacement).

Settings
functional: r2SCAN
potential files: Ansatz PAW
basis: plane waves
wave-function cutoff: 800 eV
density cutoff ratio: 5
exchange-correlation grid ratio: 1
k mesh: 1 x 1 x 1, shifted by 0.5 0.5 0 of a step
self-consistency stop: 1e-10 eV per atom in the density residual
occupations: fixed
spin: none
net charge: 0

Cell vectors (angstrom)
a 10.88 0 0
b 0 10.88 0
c -4.5251 -1.506 29.9014

Atoms: element, x, y, z (angstrom)
Si 1.4307 -1.6045 0.1597
Si 4.4177 1.1169 0.2179
Si 1.0181 4.3634 -0.0001
Si 3.6835 -3.7905 -0.073
Si -4.2589 -1.1037 0.1423
Si -1.5282 1.5937 0.059
Si 7.1034 3.777 0.0496
Si -1.1607 -4.2228 0.1628
Si 2.6956 -0.0051 1.3605
Si 5.5357 2.7171 1.4534
Si 2.6926 -5.4446 1.2824
Si 5.3853 -2.7548 1.2556
Si -2.6762 0.0311 1.4144
Si -0.0115 2.7661 1.3811
Si 8.1589 5.4101 1.3774
Si -0.0113 -2.7521 1.5522
Si 1.3632 1.3868 2.6989
Si 4.0812 4.1049 2.6656
Si 1.3878 -4.1461 2.7998
Si 4.0665 -1.3976 2.7135
Si 6.8594 1.3562 2.829
Si 9.5222 4.0898 2.7878
Si 6.7516 6.7929 2.6545
Si -1.3709 -1.3358 2.7845
Si 0.0105 0.0319 4.0864
Si 2.7293 2.7403 4.0477
Si 0.0068 5.4192 4.1482
Si 2.7376 -2.7421 4.1086
Si 5.4363 -0.0314 4.0878
Si 8.1911 2.7294 4.158
Si 5.4228 5.4527 4.0535
Si 8.1142 -2.7286 4.0554
Si 1.4013 -1.3651 10.9066
Si 4.0988 1.3487 10.9141
Si 1.3662 4.0962 10.7917
Si 4.0682 -4.0558 10.8374
Si 6.7528 -1.3451 10.7803
Si -1.3852 1.377 10.8359
Si 6.8123 4.0392 10.9123
Si -1.3431 6.7831 10.8727
Si 2.764 -0.0104 12.3035
Si 5.45 2.689 12.3091
Si 2.6922 5.4617 12.1577
Si 5.4351 -2.6842 12.1735
Si -2.8303 0.0337 12.1241
Si 0.0238 2.7432 12.1351
Si 8.1892 5.4114 12.2367
Si 0.0308 -2.7444 12.2204
Si 1.3603 1.4121 13.5439
Si 4.0553 4.1317 13.5321
Si 1.3751 -4.1027 13.6179
Si 4.1511 -1.3675 13.6806
Si -4.0943 1.3076 13.7056
Si -1.2802 4.0723 13.5691
Si 6.7961 -4.0707 13.4968
Si -1.4366 -1.3414 13.3604
Si -0.3153 0.2115 14.6413
Si 2.4996 3.0082 14.8535
Si 0.2682 -5.6864 14.9751
Si 3.0055 -3.0046 14.9011
Si 5.7916 -0.3773 15.1076
Si -2.3976 2.4634 14.8347
Si 5.2234 5.6974 14.8229
Si -2.8466 -2.5555 14.7659
Si -1.5778 5.0784 -4.204
Si -1.2143 3.3397 20.4921
Si 6.8233 2.4779 19.2962
Si 2.5808 -4.6515 19.8763
Si 1.8672 3.3994 19.5641
Si 2.1611 2.2975 -4.7501
Si 4.1178 -2.0947 20.2016
Si 5.2989 0.1683 18.2599
Si 3.2858 1.1794 -2.4788
Si 1.1074 4.424 -3.0072
Si 3.6795 -2.8627 -5.605
Si 2.8654 1.5459 17.4763
Si 4.8645 -0.3896 -4.4461
Si 7.8887 -2.895 -1.984
Si 1.4052 -1.1858 16.8006
Si 1.3456 -1.6002 21.421
Si 0.179 -2.8148 19.095
Si 6.2044 -2.8243 -7.1132
Si 4.3527 2.6771 21.3533
Si 3.7152 3.7632 -6.7541
Si 3.8127 -4.7766 -3.1177
Si 0.0911 0.2468 -5.0338
Si 5.8685 1.931 -6.2424
Si 6.551 5.3927 -2.5696
Si -1.9756 2.4934 -6.0248
Si -1.5707 -4.3154 17.1048
Si 7.5755 -1.9503 -4.7985
Si -0.9037 -4.4947 -6.774
Si 0.2948 0.1179 -2.0449
Si -1.1754 -1.4149 -6.8891
Si 2.1567 -4.6623 -7.0879
Si 7.1323 4.3495 16.9788
Si 1.3596 -1.3537 5.4203
Si 4.0752 1.3656 5.4106
Si 1.3788 4.0556 5.4705
Si 4.0954 6.79 5.4633
Si 6.7919 -1.3827 5.4574
Si -1.3323 1.3585 5.4865
Si 6.7849 4.1022 5.4301
Si 9.4968 -4.0656 5.4285
Si 2.7084 0.01 6.7715
Si 5.436 2.7266 6.7727
Si 2.7344 5.4295 6.8171
Si 5.4467 -2.7356 6.8266
Si -2.7126 -0.0157 6.8072
Si 0.0236 2.7065 6.8393
Si 8.1456 -5.4266 6.787
Si -0.0112 -2.7039 6.7742
Si 1.3773 1.3415 8.1849
Si 4.1017 4.0685 8.169
Si 1.3511 6.8157 8.1257
Si 4.0608 -1.3468 8.1199
Si 6.7912 1.3665 8.1255
Si -1.3719 4.0899 8.1294
Si 6.8089 -4.0945 8.1829
Si -1.3445 -1.3655 8.1694
Si 0.0129 -0.0138 9.5469
Si 2.7522 2.702 9.5231
Si -0.0109 5.452 9.468
Si 2.7134 -2.7016 9.4824
Si 5.4041 0.0214 9.4654
Si 8.148 2.7295 9.4811
Si 5.455 5.4206 9.549
Si 8.1739 -2.7263 9.5185
O -0.7907 1.0581 -1.2946
O -0.0312 -5.2998 -0.2978
O 2.3402 -2.3872 16.2672
O -1.9396 -5.3713 -7.627
O -2.6669 2.6676 -0.4294
O 3.9189 1.8324 -1.1529
O 5.5036 0.0024 -0.2793
O 4.1227 -4.1043 15.4032
O -2.1285 -3.2213 16.0654
O -0.3294 -5.0787 16.383
O 5.0844 1.0034 -5.197
O -1.289 -4.565 -5.2043
O 3.982 -4.3588 -1.5592
O 6.4667 4.3696 -1.3204
O 3.8433 -3.5319 -4.141
O 0.5098 -1.1993 -1.1308
O 2.2905 0.119 17.0449
O -1.1214 -3.5498 18.4723
O 7.9395 3.2095 16.1751
O 5.7142 2.6751 20.4682
O 0.1675 -0.9315 -6.1325
O 7.3969 1.9869 -5.7575
O 2.5773 -2.6289 -0.3726
O 6.961 -1.4826 15.3561
O 3.8656 -3.6508 19.7238
O -0.8768 2.1704 21.5529
O 4.1151 1.2629 18.4591
O -0.3639 5.0956 -3.12
O 5.3444 -0.0909 16.6617
O 5.6615 1.3127 -7.7292
O -1.3261 1.3136 15.3318
O 1.0404 3.2964 -4.1658
O 7.3564 -1.5753 -1.2308
O 2.28 -4.978 21.4519
O 2.6896 2.6629 -6.202
O 2.2758 -3.2401 -6.317
O 5.9648 5.0174 16.1011
O 5.2074 3.4171 -6.2352
O -1.8164 4.6455 21.283
O -2.4653 2.756 19.6175
O -1.6334 3.7517 -5.0961
O 1.7533 0.8045 -2.1193
O -1.7302 -3.5146 -1.189
O 4.9411 -1.1853 19.125
O -1.884 2.8728 -7.5926
O -1.0346 -2.9682 -7.2605
O 0.2442 -0.8125 15.7696
O -0.2868 -0.2224 -3.5167
O 4.745 -3.3717 -6.7272
O -2.5501 -2.5204 -3.4886
O 2.6668 4.7753 19.1804
O 3.2824 2.3543 16.1398
O 7.8791 5.1585 -3.4473
O 6.1687 -1.2131 -7.3365
O 3.8676 -1.2874 -5.351
O 6.4195 3.602 18.2107
O 6.6816 -3.9723 -1.9905
O 0.6697 -1.6276 18.1439
O 3.1248 5.1898 -6.2532
O -2.7162 -5.3898 17.4928
O 3.3141 2.3207 -3.6158
O 5.1657 5.233 -3.4036
O 4.1459 -0.0907 -3.0157
O 1.5866 0.8152 -4.9157
O 7.0809 -3.1438 -5.7832
O 0.0503 -2.1012 20.5624
O 1.3902 4.0805 15.4271
O 6.2967 -1.119 -4.2463
O 1.3081 -3.9452 19.2165
O 6.648 0.9318 18.7737
O -2.3102 -1.1008 -5.7481
O 2.642 -1.4541 20.4487
O 1.3417 3.8128 -1.5111
O 2.859 2.7018 20.676
O 0.5965 -5.0678 -7.024
O -0.9217 1.3573 -5.6105
O 0.2714 3.694 19.8857
O 1.7857 2.4102 18.2966
O 4.8955 -2.1224 21.6338
O 2.3764 5.3859 -3.3037

Results
free energy: -127503.375 eV
free energy less fixed offsets of O -570.45, Si -639.56 eV per atom: -3.695 eV

Forces (eV/angstrom), in the order of the atoms: element, x, y, z
Si 0.0123 -0.0084 0.0639
Si 0.0106 -0.0121 0.0773
Si -0.0031 0.0118 0.0944
Si -0.008 0.0155 0.0946
Si -0.0112 0.0074 0.0689
Si -0.0151 0.0098 0.0706
Si 0.014 -0.0144 0.0806
Si 0.0073 -0.0093 0.0726
Si -0.0029 0.0026 -0.0058
Si -0.0009 0.0017 -0.0046
Si 0.002 -0.0015 -0.0073
Si 0.002 -0.0013 -0.0047
Si 0.0015 -0.0013 -0.003
Si 0 -0.0015 -0.0057
Si -0.0015 0.0011 -0.0072
Si -0.0012 0.0014 -0.0044
Si 0.0005 -0.0005 0.0011
Si 0.0011 -0.0002 0.001
Si -0.0019 0.0009 0.0003
Si -0.0006 0 -0.0003
Si 0.0005 0.0007 0.0007
Si -0.0004 0.0001 -0.0001
Si -0.0008 -0.0001 0.0012
Si -0.0001 0.0001 0.001
Si -0.0009 0.0006 -0.0014
Si -0.0006 0.0007 -0.0012
Si 0.0009 0 -0.0002
Si 0.0009 -0.0006 -0.0002
Si 0.0006 -0.0002 -0.001
Si -0.0002 -0.0012 -0.0005
Si -0.001 0.0009 -0.0008
Si -0.0003 0.001 -0.0015
Si 0.0002 0.0013 -0.0014
Si 0.0004 0.0007 -0.0011
Si 0.0004 0.0008 0.0006
Si 0.0001 -0.0005 -0.0026
Si 0.0005 0 -0.0003
Si -0.0003 -0.0007 -0.0014
Si -0.0008 0.0004 -0.0016
Si -0.0005 0.0006 0.0002
Si -0.0002 -0.0014 0.001
Si 0.0014 -0.0002 0.0006
Si -0.001 0.0013 0.0002
Si -0.0013 0.0013 0.0022
Si -0.0018 0.0028 -0.0001
Si -0.0002 0.0001 0.0001
Si 0.0005 -0.0009 0.0001
Si 0.0016 -0.001 0.0001
Si -0.0008 0.0023 -0.0034
Si -0.0012 0.0009 -0.0062
Si 0.0008 -0.0012 -0.0061
Si 0.0032 -0.0005 -0.0038
Si 0.0011 -0.0029 -0.0064
Si 0.0029 -0.0003 -0.0036
Si 0.0002 0.002 -0.004
Si -0.001 -0.0008 -0.0011
Si 0.0112 -0.0213 0.0634
Si 0.0177 -0.0155 0.0824
Si -0.0096 0.0077 0.081
Si -0.0104 0.0122 0.0751
Si -0.0154 0.0062 0.1037
Si -0.0089 0.0147 0.0704
Si 0.0138 -0.0107 0.0707
Si 0.0129 -0.0111 0.0668
Si -0.0183 0.0027 0.1907
Si 0.0054 0.0051 0.1965
Si 0.0145 0.0015 0.1938
Si 0.0193 -0.0107 0.1722
Si 0.0027 0.0301 0.175
Si -0.0144 0.001 0.171
Si -0.0096 -0.0273 0.2017
Si 0.0051 -0.0153 0.2083
Si -0.0099 0.0155 0.1769
Si 0.0206 -0.0058 0.1725
Si 0.0034 0.014 0.1831
Si -0.0167 0.0183 0.1824
Si -0.0231 -0.0049 0.1637
Si 0.0073 0.0064 0.1779
Si -0.024 0.0095 0.1741
Si 0.0152 0.0285 0.2026
Si 0.0524 -0.0018 0.1998
Si -0.024 -0.0132 0.2009
Si -0.0036 -0.0006 0.2122
Si -0.0226 -0.0312 0.179
Si 0.0138 -0.0233 0.1921
Si 0.0249 0.0021 0.181
Si -0.0113 -0.0083 0.1698
Si -0.0182 -0.0103 0.1625
Si 0.0314 -0.002 0.1815
Si 0.0016 0.0065 0.1699
Si 0.0118 -0.009 0.2004
Si 0.0077 0.0201 0.1692
Si -0.0156 -0.0063 0.1801
Si 0.0203 -0.0052 0.1952
Si -0.0102 0.0201 0.17
Si -0.0086 -0.0158 0.1728
Si 0.0006 -0.0005 -0.0006
Si 0.0002 0.0001 -0.0007
Si -0.0006 0.0006 -0.0008
Si -0.0003 0.0003 -0.0008
Si -0.0003 0.0007 -0.0005
Si -0.0004 0.0005 -0.0005
Si 0 0 -0.0006
Si 0.0002 -0.0003 -0.0006
Si -0.0004 0.0001 -0.0008
Si -0.0002 0.0004 -0.0008
Si 0.0002 0.0001 -0.0014
Si -0.0001 0 -0.0016
Si 0 -0.0001 -0.0014
Si 0.0003 0.0003 -0.0012
Si -0.0002 0.0006 -0.0011
Si -0.0006 0 -0.0008
Si -0.0001 0.0001 -0.0002
Si 0.0001 0.0004 -0.0006
Si 0.0009 0.0007 -0.0008
Si -0.0001 -0.0003 -0.001
Si 0.0003 0.0004 -0.0009
Si -0.0002 0 -0.0009
Si 0.0004 -0.0001 -0.0004
Si 0.0001 -0.0002 -0.0003
Si -0.0002 -0.0005 -0.0008
Si 0.0004 0 -0.0017
Si -0.0004 0.0006 -0.0007
Si -0.0006 0.0004 -0.0005
Si -0.0005 0.001 -0.0006
Si -0.0004 0.001 -0.0003
Si -0.0003 0 -0.0005
Si 0.0001 0.0001 -0.002
O 0.0363 -0.0257 -0.0911
O 0.0035 -0.0057 -0.0463
O 0.0303 -0.0306 -0.0864
O -0.0252 -0.0456 -0.0978
O -0.0007 0.0027 -0.0355
O -0.0251 -0.0018 -0.1108
O -0.0036 0.0031 -0.0415
O 0.0009 -0.0002 -0.0383
O -0.0293 0.0326 -0.091
O 0.0307 -0.0264 -0.0932
O 0.03 0.0445 -0.0922
O 0.0164 0.0261 -0.1212
O 0.0025 -0.0263 -0.1384
O -0.0131 0.0397 -0.11
O -0.0064 0.0497 -0.1231
O -0.0189 0.0304 -0.084
O -0.0152 -0.0228 -0.0703
O -0.039 -0.0286 -0.1025
O 0.0273 -0.0322 -0.0932
O 0.0612 -0.0129 -0.1172
O -0.0241 -0.0305 -0.0841
O -0.0075 0.0019 -0.0587
O 0.0037 -0.0051 -0.0402
O 0.0067 -0.0046 -0.0414
O -0.0038 -0.0087 -0.064
O -0.0094 0.0259 -0.1278
O -0.0176 -0.0014 -0.0776
O -0.0339 0.0051 -0.074
O 0.0133 -0.0151 -0.1557
O 0.0005 -0.0456 -0.1095
O 0.0011 -0.0016 -0.0341
O 0.0094 -0.0295 -0.0787
O 0.0219 -0.0323 -0.0909
O 0.0209 -0.0106 -0.1424
O 0.0359 0.0348 -0.0984
O -0.02 -0.0278 -0.073
O -0.0351 0.0316 -0.0874
O -0.003 0.0083 -0.0585
O 0.0257 -0.0278 -0.1184
O -0.0595 -0.017 -0.088
O -0.0139 -0.0506 -0.0953
O 0.0184 0.0101 -0.0661
O -0.034 0.023 -0.0886
O 0.0305 0.0596 -0.1088
O -0.0021 0.0413 -0.1271
O -0.0026 0.0018 -0.0571
O -0.0204 0.0267 -0.0733
O -0.0088 0.0036 -0.1381
O 0.0367 -0.0039 -0.0874
O -0.0089 0.0268 -0.1351
O -0.0011 -0.0114 -0.061
O -0.0082 0.0322 -0.1156
O 0.0583 -0.01 -0.0921
O -0.005 0.0353 -0.1001
O -0.0057 -0.0235 -0.0681
O 0.0074 0.0505 -0.1184
O -0.002 -0.0122 -0.0564
O 0.034 0.0359 -0.1338
O -0.005 0.005 -0.0782
O 0.0015 0.0049 -0.0631
O -0.0132 0.0154 -0.0925
O -0.0168 0.0004 -0.0631
O 0.0329 -0.027 -0.0967
O -0.0097 -0.0052 -0.0554
O -0.0246 -0.0107 -0.1074
O -0.0315 -0.0309 -0.1221
O -0.004 0.0054 -0.0423
O 0.0033 -0.0021 -0.0612
O -0.044 0.0247 -0.0767
O -0.0194 -0.0282 -0.074
O 0.0248 0.0047 -0.0942
O 0.0249 -0.0014 -0.083
O -0.0016 0.0021 -0.1336
O -0.0467 0.009 -0.0949
O 0.0091 -0.0066 -0.0582
O -0.0346 0.0239 -0.0696
O 0.0397 0 -0.0693
O 0.0246 -0.053 -0.1165
O -0.0351 0.027 -0.1468
O -0.0007 0.0036 -0.0602

The program warned: the cutoff lies below the one the program advises for these potential files; the forces do not sum to zero within the program's tolerance; empty levels may hold ghost states of the PAW files; the exchange-correlation potential is rough where the density is thin.
